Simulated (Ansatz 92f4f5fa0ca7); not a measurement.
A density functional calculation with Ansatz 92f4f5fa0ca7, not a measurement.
Periodic cell of 215 atoms, Si132O82P1, from a study of silicon, its oxide and their interface. The atomic structure is a simulated model.
Doubt: the cutoff is far below the 930 eV that the study's wrapper takes by default for these files, so forces and energies are approximate.
This geometry differs little from another in the collection (a relaxation step or a small displacement).

Settings
functional: PBE
potential files: Ansatz PAW
basis: plane waves
wave-function cutoff: 580 eV
density cutoff ratio: 5
exchange-correlation grid ratio: 1
k mesh: 1 x 1 x 1, Gamma-centred
self-consistency stop: 5e-08 eV per atom in the density residual
occupations: fixed
spin: none
net charge: +1 e, with a uniform compensating background and no finite-size correction

Cell vectors (angstrom)
a, 10.938, 0, 0
b, 0, 10.938, 0
c, 0, 0, 31.5432

Atoms: element, x, y, z (angstrom)
Si, 10.4484, 0.5721, 24.3424
Si, 6.0431, 10.5039, 24.1351
Si, 2.1343, 3.2455, 24.0689
Si, 8.694, 2.2582, 24.3091
Si, 0.5097, 5.05, 24.1477
Si, 5.0608, 5.8859, 24.1969
Si, 3.3948, 7.6593, 24.1667
Si, 7.8277, 8.8332, 23.9738
Si, 1.3521, 1.4834, 25.4528
Si, 6.9148, 1.296, 25.4961
Si, 4.0255, 4.0954, 25.3204
Si, 9.6951, 4.0924, 25.424
Si, 1.5008, 6.7891, 25.3797
Si, 6.9004, 6.9711, 25.2444
Si, 4.2347, 9.5379, 25.3428
Si, 9.5026, 9.6427, 25.4404
Si, 2.7776, 0.0021, 26.6305
Si, 8.2177, -0.0205, 26.9514
Si, 0.022, 2.7575, 26.9237
Si, 5.4536, 2.7378, 26.6524
Si, 2.7683, 5.429, 26.8445
Si, 8.2356, 5.5237, 26.6218
Si, 0.0348, 8.2122, 26.6506
Si, 5.5494, 8.1993, 26.7975
Si, 4.1097, 1.3675, 28.0726
Si, 9.5945, 1.3688, 28.2265
Si, 1.3884, 4.1196, 28.2151
Si, 6.8405, 4.1345, 28.0393
Si, 4.1579, 6.8201, 28.1382
P, 9.6011, 6.8512, 28.0494
Si, 1.3924, 9.5885, 28.0651
Si, 6.8526, 9.5352, 28.2183
Si, 0.0542, -0.0124, 29.5276
Si, 5.4506, 0.0081, 29.4993
Si, 2.7649, 2.7115, 29.5308
Si, 8.1712, 2.763, 29.4738
Si, -0.0161, 5.5083, 29.499
Si, 5.5015, 5.4463, 29.5039
Si, 2.7612, 8.216, 29.445
Si, 8.2571, 8.1617, 29.5301
Si, 1.3996, 1.3566, 30.9087
Si, 6.8134, 1.3824, 30.8416
Si, 4.1279, 4.0834, 30.886
Si, 9.5296, 4.1274, 30.8404
Si, 1.369, 6.8854, 30.8283
Si, 6.8746, 6.7829, 30.8934
Si, 4.0898, 9.5805, 30.8496
Si, 9.6273, 9.5448, 30.8914
Si, 2.7515, -0.0279, 0.729
Si, 8.1737, -0.0066, 0.6527
Si, -0.0212, 2.7588, 0.6639
Si, 5.4778, 2.7083, 0.7205
Si, 2.7059, 5.4728, 0.654
Si, 8.2185, 5.4321, 0.7503
Si, 0.0384, 8.1819, 0.7339
Si, 5.4761, 8.2193, 0.659
Si, 4.1165, 1.337, 2.0859
Si, 9.5257, 1.3784, 2.0151
Si, 1.3227, 4.1334, 2.0486
Si, 6.8449, 4.0496, 2.0965
Si, 4.0756, 6.8586, 2.0108
Si, 9.6063, 6.8013, 2.0864
Si, 1.3868, 9.5538, 2.1005
Si, 6.8277, 9.5706, 2.0622
Si, -0.0498, -0.0015, 3.3558
Si, 5.4703, -0.0229, 3.5007
Si, 2.6904, 2.7262, 3.3543
Si, 8.1902, 2.6781, 3.5095
Si, -0.012, 5.4564, 3.5343
Si, 5.4402, 5.4701, 3.341
Si, 2.7522, 8.1899, 3.4964
Si, 8.2207, 8.1849, 3.3878
Si, 1.2831, 1.3755, 4.6705
Si, 6.8398, 1.2944, 4.9336
Si, 4.0505, 4.1191, 4.6426
Si, 9.5328, 4.0544, 4.911
Si, 1.362, 6.8637, 4.9103
Si, 6.8289, 6.8028, 4.679
Si, 4.1087, 9.5578, 4.9085
Si, 9.5668, 9.5698, 4.747
Si, 2.6079, 0.0407, 6.0955
Si, 8.2255, -0.1393, 6.2796
Si, -0.0224, 2.6456, 6.2088
Si, 5.3705, 2.768, 6.0657
Si, 2.7496, 5.4242, 6.1519
Si, 8.0866, 5.4357, 6.1774
Si, -0.0062, 8.2988, 6.2324
Si, 5.5666, 8.1465, 6.1618
Si, 3.466, 1.9399, 7.177
Si, 10.0179, 0.827, 7.4804
Si, 1.7635, 3.6554, 7.3608
Si, 6.2043, 4.5205, 7.3852
Si, 4.636, 6.3063, 7.2644
Si, 9.1614, 7.1858, 7.3278
Si, 0.8906, 10.1563, 7.5239
Si, 7.4082, 8.8831, 7.5009
O, 4.574, 6.6032, 8.8865
O, 1.3814, 3.9716, 8.9447
O, 9.7453, 6.542, 8.7376
O, 1.3039, 10.1047, 9.1443
O, 6.0714, 4.2127, 9.0169
O, 3.7091, 1.5975, 8.7557
O, 7.139, 8.9617, 9.1437
O, 9.6492, 1.0713, 9.0765
O, 8.2515, 2.5425, 22.7545
O, 10.9955, 5.563, 22.6469
O, 5.6254, 0.0882, 22.6353
O, 5.2985, 5.4128, 22.637
O, 2.1501, 2.8015, 22.4754
O, 3.3161, 7.8444, 22.5244
O, 8.3883, 8.7425, 22.4121
O, -0.1746, 11.2217, 22.7609
Si, 2.1562, 2.9732, 12.8904
Si, 8.6806, 1.3061, 10.366
Si, 1.0634, 4.5, 15.3459
Si, 7.5431, 5.5768, 12.197
Si, 2.4139, 8.1845, 21.2092
Si, 5.4108, 7.783, 12.4696
Si, 9.264, 0.4524, 15.4986
Si, 2.9116, -0.041, 16.6544
Si, 10.4693, 1.159, 12.6075
Si, 7.7684, 2.8349, 21.2347
Si, 9.1307, 8.7831, 14.4588
Si, 1.4691, 4.7771, 10.3642
Si, 4.4844, 9.4877, 19.1292
Si, 11.0753, 6.0998, 21.1048
Si, 6.616, 10.4457, 14.8451
Si, 5.3892, 0.7339, 21.1629
Si, 2.3438, 9.8026, 10.3829
Si, 0.4302, 10.6326, 21.3854
Si, 5.8526, 5.2571, 21.1191
Si, 3.6377, 7.0836, 10.1077
Si, 9.0436, 5.6846, 14.8361
Si, 3.6605, 4.0851, 19.0868
Si, 10.0324, 3.6614, 19.3153
Si, 4.2567, 8.6668, 15.3578
Si, 0.4521, 1.9165, 17.1542
Si, 6.7922, 7.5335, 19.2396
Si, 5.2599, 3.6216, 16.7387
Si, 7.7844, 5.0118, 17.5209
Si, 6.6618, 9.9202, 10.3806
Si, 4.3785, 1.0464, 10.1046
Si, -0.0358, 9.0895, 11.9022
Si, 9.1036, 8.6317, 20.9274
Si, 4.5555, 1.6656, 14.578
Si, 2.4474, 2.0844, 21.035
Si, 6.3288, 3.3342, 10.3704
Si, 3.4307, 5.9168, 16.7291
Si, 9.8769, 6.5383, 10.3566
O, 0.1224, 2.6253, 18.5883
O, 2.9247, 9.6315, 15.5816
O, 10.8642, 4.8023, 20.1485
O, 7.5751, 2.3989, 9.9257
O, 10.9238, 5.3471, 10.8044
O, 6.5895, 6.7278, 12.8604
O, 10.3156, 8.0633, 10.7773
O, 7.6653, 9.4545, 13.9972
O, 8.4097, 6.2108, 10.9728
O, 5.3636, 10.4904, 20.0623
O, 2.1668, 3.741, 11.4325
O, 7.9725, 8.5488, 19.7559
O, 6.2068, 6.7329, 20.5444
O, 5.5122, 2.713, 15.41
O, 1.301, 0.9279, 20.7082
O, 6.0498, 9.048, 11.6232
O, 4.6167, 4.986, 16.1121
O, 6.5951, 3.9058, 17.638
O, 10.5308, 10.6698, 11.8124
O, 5.5799, 0.4951, 13.9896
O, 8.0211, 5.0883, 15.9287
O, 9.7328, 9.8143, 15.5834
O, -0.3975, 5.1499, 15.1263
O, 1.5719, 6.8385, 20.801
O, 1.4998, 0.6363, 17.1787
O, 6.5991, 1.7737, 20.8181
O, 1.0137, 1.7958, 12.8346
O, 3.2488, 5.4991, 18.3275
O, 9.5274, 2.012, 11.5815
O, 1.0133, 3.0996, 16.1833
O, 8.5813, 5.1376, 13.3735
O, 10.2779, 8.5783, 13.3101
O, 1.4455, 9.4001, 21.6941
O, 10.0805, 9.9362, 20.6094
O, 3.175, 0.2093, 10.8701
O, 5.0691, 2.3595, 10.8214
O, 1.7438, 4.1557, 13.9183
O, 7.92, 10.8617, 10.8507
O, 9.1324, 4.4725, 18.2357
O, 5.6356, 9.4953, 15.77
O, 5.5314, -0.0364, 9.7459
O, 3.5948, 2.31, 13.3942
O, 1.975, 5.6441, 16.057
O, 9.713, 1.0468, 14.0414
O, 4.387, 6.9401, 11.5306
O, 4.7493, 4.4843, 20.2268
O, 9.9494, 1.3408, 16.6528
O, 6.6693, 4.3112, 11.6358
O, 5.5807, 8.4053, 18.5759
O, 9.0768, 2.7387, 20.2736
O, 3.6038, 1.1343, 15.7834
O, 4.2211, 3.075, 17.907
O, 9.9169, 7.2193, 20.8881
O, 3.3479, 8.6593, 9.8067
O, 3.9342, 7.4252, 16.374
O, 7.6303, 0.4801, 15.6998
O, 8.9216, 7.2964, 15.041
O, 3.9298, 1.4366, 21.1519
O, 1.5919, 9.1328, 11.6863
O, 2.3202, 6.1485, 10.1558
O, 7.3507, 6.4604, 18.1452
O, 7.2177, 4.3666, 21.1385
O, 4.5457, 8.2353, 13.7936
O, 3.3426, 8.6689, 19.9743
O, 2.4929, 3.2391, 19.871
O, 3.7346, 10.3649, 17.974

Results
free energy: -131310.775 eV
free energy less fixed offsets of O -568.88, P -755.39, Si -635.61 eV per atom: -6.705 eV

Forces (eV/angstrom), in the order of the atoms: element, x, y, z
Si, -0.0622, 0.0315, 0.0401
Si, -0.0034, -0.0211, 0.0528
Si, 0.0001, 0.0096, 0.0475
Si, 0.0586, -0.0354, 0.0413
Si, -0.0016, -0.0035, 0.0314
Si, -0.0522, 0.052, 0.0378
Si, 0.0502, -0.0535, 0.0588
Si, -0.0169, 0.0035, 0.0318
Si, -0.0209, 0.0004, -0.016
Si, 0.0135, -0.0005, -0.0088
Si, 0.0124, 0.0202, -0.013
Si, -0.0101, -0.0033, -0.0023
Si, -0.0229, 0.0361, 0.0073
Si, 0.0115, -0.0203, -0.004
Si, 0.0078, -0.0199, -0.0228
Si, 0.0328, -0.0093, 0.0079
Si, -0.001, -0.0111, 0.0801
Si, 0.0211, 0.0264, -0.1468
Si, -0.0123, -0.002, -0.1484
Si, -0.0018, 0.0001, 0.0698
Si, 0.013, 0.013, -0.0943
Si, -0.0058, 0.0088, 0.0586
Si, 0.0258, 0.001, 0.0095
Si, -0.0222, -0.0071, -0.0725
Si, 0.0042, -0.0134, -0.0376
Si, 0.0043, -0.002, 0.193
Si, 0.0247, 0.0247, 0.175
Si, -0.0014, 0.0134, -0.0736
Si, 0.0432, -0.0014, 0.0746
P, -0.0284, -0.0203, 0.0413
Si, 0.0116, -0.0016, -0.0729
Si, -0.0431, -0.0445, 0.1676
Si, -0.0221, 0.0074, -0.0121
Si, 0.001, 0.0022, -0.0377
Si, -0.0071, 0.0059, -0.0335
Si, 0.0184, -0.0036, -0.0042
Si, -0.0358, 0.0229, -0.0299
Si, 0.0007, 0.0134, 0.0001
Si, -0.027, 0.011, 0.0076
Si, 0.0151, -0.0319, -0.0268
Si, -0.0113, 0.0113, 0.0115
Si, 0.0109, -0.0196, 0.0091
Si, -0.0043, 0.0121, 0.0106
Si, 0.0255, -0.0099, 0.0022
Si, 0.0163, -0.0167, 0.0024
Si, -0.0031, 0.0224, 0.0021
Si, 0.0193, -0.0093, 0.008
Si, -0.0123, 0.0083, 0.0039
Si, -0.0161, 0.0027, -0.0093
Si, 0.0255, 0.0053, -0.0016
Si, -0.0139, -0.0081, -0.0031
Si, -0.0053, 0.0151, -0.0097
Si, 0.0078, 0.0105, 0.0023
Si, -0.0104, 0.0126, -0.0134
Si, -0.0137, 0.0071, -0.0123
Si, -0.0032, -0.0325, 0.0007
Si, 0.0022, -0.0005, 0.017
Si, 0.0169, -0.0228, 0.0292
Si, 0.0135, -0.0154, 0.0044
Si, -0.0056, 0.0035, 0.0241
Si, 0.0222, -0.0085, 0.0266
Si, -0.0068, 0.0047, 0.0087
Si, 0.0152, -0.0052, 0.0225
Si, -0.0072, 0.0051, -0.0036
Si, -0.0864, 0.0002, -0.1748
Si, 0.0045, -0.0092, 0.039
Si, -0.0346, -0.0053, -0.2053
Si, 0.0123, -0.03, 0.0254
Si, -0.0076, 0.0068, 0.0499
Si, -0.0106, 0.0542, -0.2151
Si, 0.0085, -0.0158, 0.0207
Si, 0.0363, 0.0088, -0.117
Si, 0.0147, -0.0147, 0.1332
Si, 0.0099, 0.0113, -0.0655
Si, 0.0221, 0.0031, 0.1544
Si, -0.0049, 0.0154, -0.0579
Si, -0.012, 0.0126, -0.0568
Si, -0.007, -0.0146, 0.1208
Si, -0.0087, 0.0009, -0.0647
Si, 0.0161, 0.0037, 0.0741
Si, 0.0053, 0.0331, 0.0483
Si, -0.0049, 0.0015, 0.0097
Si, -0.016, -0.0026, 0.0089
Si, -0.0287, -0.0002, 0.043
Si, -0.0028, 0.011, 0.0043
Si, 0.0008, 0.0219, 0.0281
Si, -0.016, -0.0008, 0.0263
Si, 0.0008, -0.0088, 0.014
Si, 0.0219, -0.0215, -0.058
Si, 0.0222, -0.021, -0.011
Si, 0.0145, -0.0107, -0.0055
Si, 0.0027, 0.0081, -0.0528
Si, 0.0203, -0.0123, -0.0168
Si, -0.0088, 0.0078, -0.0389
Si, -0.0211, -0.0025, -0.0642
Si, 0.0292, -0.0161, -0.0308
O, -0.0196, 0.0169, 0.0229
O, -0.0114, 0.0199, 0.0129
O, 0.0158, -0.0148, 0.0356
O, 0.0315, -0.0065, 0.0595
O, 0.0022, -0.0253, 0.0495
O, 0.0227, -0.0151, 0.0674
O, -0.0155, 0.022, 0.0437
O, -0.0242, 0.0145, 0.0234
O, -0.0277, 0.0156, -0.0364
O, -0.0083, 0.0143, -0.0295
O, -0.0207, 0.0281, -0.0334
O, 0.0283, -0.024, -0.0471
O, 0.0149, -0.028, -0.0452
O, -0.0305, 0.027, -0.065
O, 0.0217, -0.0057, -0.042
O, 0.0293, -0.0209, -0.0366
Si, -0.0082, -0.0014, 0.0112
Si, -0.0013, -0.0054, 0.0092
Si, 0.0021, -0.0059, -0.0108
Si, -0.0058, -0.0017, 0.0152
Si, 0.0107, -0.0174, -0.0083
Si, 0.0069, -0.0007, 0.0129
Si, 0.0072, 0.0086, -0.0144
Si, 0.0075, -0.0005, -0.0139
Si, 0.0008, -0.0027, 0.0223
Si, -0.0087, 0.0039, -0.0212
Si, 0.0074, -0.0099, -0.0007
Si, -0.006, -0.0033, 0.016
Si, -0.0007, 0.001, -0.0349
Si, 0.0015, 0.0142, -0.0315
Si, 0.0012, -0.0008, 0.002
Si, 0.0109, -0.0062, -0.0426
Si, -0.0096, 0.0223, 0.0168
Si, -0.01, -0.0023, -0.0284
Si, 0.0088, -0.0007, -0.0023
Si, 0.0081, -0.01, 0.0222
Si, -0.0053, -0.0013, -0.0088
Si, 0.0037, -0.0068, -0.0286
Si, -0.0027, 0.0077, -0.0409
Si, 0.0024, 0.0007, -0.0136
Si, -0.0034, 0.0003, -0.0272
Si, 0.0029, 0.0051, -0.0398
Si, -0.0013, -0.0039, -0.0252
Si, 0.0067, 0.0081, -0.0264
Si, -0.0043, -0.001, 0.0087
Si, -0.0153, 0.0142, 0.0053
Si, 0.0042, -0.0067, 0.0234
Si, 0.0073, 0.0011, -0.0314
Si, -0.0082, 0.0017, -0.0035
Si, -0.0131, -0.0077, -0.028
Si, 0.0025, 0.0097, 0.009
Si, 0.002, -0.0012, -0.0221
Si, -0.0008, -0.0067, 0.0066
O, 0.0083, -0.0077, 0.0188
O, -0.0017, -0.0012, 0.0007
O, -0.0059, -0.0211, 0.0129
O, 0.0035, 0.0034, -0.0095
O, 0.0002, -0.0024, -0.0194
O, -0.0007, 0.0028, -0.0137
O, 0.0076, 0.0162, -0.0127
O, -0.0029, 0.0025, -0.0077
O, -0.0137, -0.0077, -0.0089
O, -0.0056, -0.0124, 0.0192
O, 0.0064, -0.0131, -0.0031
O, -0.0145, -0.0034, 0.0129
O, 0.0048, 0.0056, 0.0186
O, -0.0002, 0.0021, 0.0054
O, 0.0073, 0.0094, 0.0248
O, -0.0111, -0.0094, -0.0099
O, -0.0011, 0.0028, 0.0072
O, -0.0047, -0.0037, 0.0175
O, -0.0052, 0.0069, -0.0172
O, 0.0011, 0.0007, -0.0068
O, -0.0005, -0.002, 0.0041
O, 0.0005, -0.0007, 0.0072
O, 0.0035, -0.0012, 0.002
O, -0.0018, -0.0031, 0.0243
O, 0.0013, 0.0008, 0.0132
O, -0.0009, -0.0014, 0.0284
O, -0.0001, -0.0017, -0.0119
O, -0.0004, 0.0042, 0.015
O, 0.0085, 0.0031, -0.0113
O, -0.0004, 0.003, 0.0093
O, 0.0065, 0.0015, 0.0035
O, -0.0125, 0.0025, 0.0053
O, -0.0013, 0.0036, 0.0185
O, -0.005, -0.0024, 0.025
O, -0.0032, -0.0031, -0.0153
O, -0.0009, -0.0025, -0.0182
O, -0.0042, 0.0068, 0.0041
O, -0.0028, 0.004, -0.0216
O, -0.0071, 0.0041, 0.0144
O, 0.0022, -0.0003, 0.0082
O, 0.0133, -0.0047, -0.0232
O, 0.0074, -0.0034, -0.0045
O, -0.001, 0.0014, 0.0049
O, -0.0044, -0.0035, 0.0084
O, 0.0101, 0.0019, -0.006
O, -0.0191, -0.0087, 0.0097
O, -0.001, -0.0038, 0.0138
O, 0.0055, 0.0109, -0.0109
O, -0.0011, 0.0011, 0.019
O, 0.0161, 0.0025, 0.014
O, -0.0004, -0.0023, 0.0078
O, 0.0055, 0.0058, 0.0108
O, -0.0006, 0.0007, 0.0277
O, 0.0025, -0.0025, -0.0202
O, -0.002, -0.0023, 0.0079
O, -0.0006, -0.0018, 0.0055
O, -0.0008, 0.0019, 0.0027
O, 0.0037, 0.0016, 0.0293
O, -0.0092, -0.0058, -0.0094
O, 0.0021, 0.0006, -0.0195
O, 0.0029, -0.0113, 0.0127
O, -0.0074, 0.0043, 0.0248
O, -0.0074, 0.0043, 0.0061
O, 0.0162, 0.011, 0.0082
O, 0.0051, 0.0181, 0.0117
O, -0.009, 0.0037, 0.0074

The program warned: the cutoff lies below the one the program advises for these potential files; the exchange-correlation potential is rough where the density is thin.
